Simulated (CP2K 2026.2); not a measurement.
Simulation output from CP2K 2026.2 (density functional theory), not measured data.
Periodic cell of 504 atoms, Si360O144, from a study of silicon, its oxide and their interface. The atomic structure is a simulated model.
Doubt: the forces sum to 1.35 eV/angstrom along one axis rather than to zero, so they err by at least 0.0027 eV/angstrom per atom on average; the grid cutoff is modest.

Settings: functional PBE; method Gaussian and plane waves; basis set DZVP-MOLOPT-SR-GTH; pseudopotentials GTH-PBE; grid cutoff 300 Ry, relative cutoff 40 Ry; k points Gamma only; occupations fixed; spin none; net charge 0.

Cell vectors (angstrom)
a 16.32 0 0
b 0 16.32 0
c 7.6314 -4.0151 33.6599

Atoms and the computed forces on them: element, x, y, z (angstrom), force x, y, z (eV/angstrom)
Si 0.888 -1.208 0.02 0.36 -0.075 0.705
Si 4.267 1.079 -0.087 -0.155 0.198 0.723
Si 1.262 4.255 0.202 0.218 -0.225 0.712
Si 3.877 7.08 0.015 0.152 -0.133 0.766
Si 1.631 -7.053 -0.004 -0.113 0.15 0.773
Si 4.454 -4.378 -0.103 -0.088 0.096 0.694
Si 6.563 -1.045 0.104 0.028 -0.119 0.791
Si 9.22 1.624 0.149 0.099 -0.064 0.763
Si 7.068 3.855 0.035 -0.221 0.062 0.749
Si 9.783 6.533 0.051 -0.162 0.163 0.778
Si 6.81 9.818 -0.127 0.041 -0.24 0.669
Si -6.563 -4.307 0.054 -0.075 0.244 0.717
Si -3.781 -1.515 0.055 -0.224 0.067 0.717
Si -1.169 1.11 0.251 0.006 0.181 0.72
Si -4.338 4.291 0.039 0.203 -0.128 0.713
Si -1.048 6.461 0.17 -0.249 0.33 0.67
Si -4.386 -6.59 0.088 0.16 -0.104 0.687
Si -1.677 -3.789 0.202 0.019 -0.092 0.765
Si 2.671 -0.103 1.198 -0.021 -0.013 -0.039
Si 5.414 2.69 1.267 0.006 -0.012 -0.05
Si 2.804 5.497 1.416 -0.004 0.039 -0.039
Si 5.545 8.235 1.198 -0.013 0.026 -0.04
Si 2.818 -5.457 1.253 -0.001 0.01 -0.062
Si 5.453 -2.744 1.29 0.018 0.02 -0.035
Si 8.076 0.084 1.473 -0.003 0.001 -0.052
Si -5.471 2.747 1.398 -0.002 0.003 -0.054
Si 8.202 5.408 1.372 0.018 -0.023 -0.059
Si -5.468 8.136 1.409 0.003 -0.014 -0.042
Si 8.203 10.906 1.401 0.002 0.001 -0.036
Si -5.427 -2.67 1.301 0.008 -0.013 -0.038
Si -2.703 -0.052 1.531 0.004 -0.013 -0.047
Si 0.036 2.703 1.449 -0.002 -0.004 -0.027
Si -2.721 5.379 1.396 -0.011 0.001 -0.033
Si 0.022 8.184 1.337 0.02 0.007 -0.044
Si -2.811 -5.432 1.392 -0.004 -0.005 -0.047
Si -0.095 -2.697 1.516 -0.008 0.007 -0.065
Si 1.426 1.3 2.697 0.015 -0.015 0.007
Si 4.133 4.07 2.692 -0.012 -0.017 0.005
Si 1.366 6.819 2.744 0.001 0 0.04
Si 4.164 9.53 2.661 -0.005 -0.016 0.03
Si 1.405 -4.11 2.646 0.006 -0.013 -0.005
Si 4.025 -1.42 2.636 0.001 0.018 0.027
Si 6.717 1.418 2.793 -0.01 0.037 0.031
Si 9.529 4.094 2.796 -0.016 -0.01 0.049
Si 6.803 6.817 2.631 0.002 0.007 -0.007
Si 9.479 9.477 2.761 0.001 0.002 0.016
Si 6.832 12.288 2.71 0.006 0.012 0.012
Si -6.809 -1.336 2.684 -0.003 -0.003 0.007
Si -4.111 1.366 2.743 0.001 0.022 0.011
Si -1.382 4.027 2.778 0.001 0.004 0.03
Si -4.039 6.812 2.738 -0.01 -0.017 0.01
Si -1.366 -6.782 2.679 0.007 -0.006 0.003
Si -4.148 -4.06 2.756 -0.012 0.017 0.031
Si -1.384 -1.373 2.926 0 -0.008 0.04
Si 0.045 0.017 4.136 -0.013 -0.002 -0.007
Si 2.753 2.703 4.049 -0.007 -0.005 -0.013
Si -0.005 5.437 4.083 0.005 0.008 -0.01
Si 2.765 8.185 4.049 0.013 0.001 -0.016
Si 0.025 -5.446 4.03 -0.005 0.016 0.011
Si 2.711 -2.746 4.056 0 0.004 0.005
Si 5.369 -0.03 4.05 0.007 -0.013 -0.02
Si 8.135 2.744 4.128 0.004 0.004 -0.009
Si 5.473 5.452 4.037 0.014 -0.005 0.002
Si 8.12 8.129 4.088 0.004 0.007 0.005
Si 5.47 10.9 4.055 -0.017 0 -0.01
Si 8.178 -2.693 4.077 -0.01 -0.013 0.004
Si -5.465 -0.001 4.085 0.003 -0.003 -0.008
Si -2.741 2.692 4.126 0.014 0 0.017
Si -5.415 5.463 4.111 -0.007 0.001 -0.017
Si -2.69 8.177 4.082 -0.011 0.001 -0.002
Si -5.483 -5.448 4.099 0.004 0.007 -0.018
Si -2.772 -2.762 4.171 0.001 -0.004 -0.005
Si 1.379 -1.359 16.33 -0.003 0.013 -0.005
Si 4.093 1.366 16.366 0.001 0.01 -0.002
Si 1.392 4.124 16.337 0.006 0.014 -0.01
Si 4.062 6.775 16.249 0.005 -0.003 -0.015
Si 1.328 -6.772 16.301 0.016 -0.004 -0.005
Si 4.071 -4.038 16.352 0.004 0.008 -0.015
Si 6.788 -1.314 16.387 0.025 -0.017 0.009
Si -6.815 1.319 16.406 -0.019 -0.012 0.007
Si 6.795 4.025 16.284 -0.013 0.006 -0.015
Si -6.775 6.78 16.299 0.003 -0.003 -0.012
Si 6.784 9.51 16.292 0.003 -0.011 -0.017
Si -6.815 -4.07 16.221 0.017 -0.018 -0.017
Si -4.099 -1.357 16.297 -0.011 -0.004 -0.014
Si -1.353 1.39 16.293 0.002 0.014 -0.007
Si -4.083 4.07 16.353 -0.013 -0.003 0
Si -1.32 6.813 16.328 -0.006 0.008 -0.004
Si -4.055 9.479 16.253 0.01 0.009 -0.008
Si -1.386 -4.089 16.343 -0.003 0.011 0.005
Si 2.733 -0.006 17.716 0.009 -0.009 0.028
Si 5.469 2.717 17.734 0.027 0.026 0.007
Si 2.789 5.459 17.717 -0.016 -0.002 0
Si 5.382 8.129 17.595 -0.006 -0.024 0.004
Si 2.662 -5.396 17.658 -0.01 -0.005 0.005
Si 5.386 -2.634 17.738 -0.021 -0.004 0.015
Si 8.145 -0.02 17.852 0.008 0.007 0.029
Si -5.416 2.675 17.734 0.016 0.022 0.017
Si 8.163 5.385 17.589 0.035 0.008 -0.005
Si -5.376 8.129 17.64 0.007 -0.019 -0.014
Si 8.195 10.878 17.576 0.005 0.017 0.003
Si -5.514 -2.709 17.607 -0.005 0.023 0.002
Si -2.709 0.005 17.616 0.004 0.009 -0.016
Si -0.022 2.794 17.643 -0.021 -0.021 -0.015
Si -2.721 5.483 17.67 0.018 0 -0.021
Si 0.05 -8.152 17.709 -0.009 -0.014 0.036
Si -2.749 -5.514 17.663 -0.011 0.007 0.018
Si 0.006 -2.718 17.674 -0.031 -0.001 -0.023
Si 1.346 1.433 18.948 0.02 -0.003 -0.019
Si 4.168 4.117 19.109 -0.012 0.025 -0.011
Si 1.517 6.89 19.087 0.026 0.021 -0.026
Si 4.019 -6.807 18.926 -0.019 -0.03 -0.028
Si 1.308 -4.075 19.085 0.011 0.014 0.019
Si 4.002 -1.332 19.233 -0.01 0.001 -0.02
Si 6.723 1.361 19.205 0.009 -0.039 0.009
Si -6.845 4.05 19.01 -0.025 0.013 -0.037
Si 6.748 6.718 18.876 -0.016 -0.025 -0.062
Si -6.777 9.484 18.911 0.026 0.009 -0.025
Si 6.881 -4.024 18.891 -0.003 0.031 -0.032
Si 9.582 -1.424 19.168 0.024 -0.007 -0.01
Si -3.972 1.322 19.07 -0.014 0.01 -0.016
Si -1.334 4.192 19.026 -0.007 0.014 -0.031
Si -4.041 6.815 19.091 -0.007 0.011 -0.007
Si -1.371 -6.85 19.067 -0.01 -0.003 -0.038
Si -4.257 -4.172 18.885 0.008 -0.057 -0.042
Si -1.38 -1.351 18.974 0.005 0.004 -0.031
Si -0.043 0.098 20.289 -0.001 -0.02 -0.03
Si 2.713 2.77 20.343 0.008 -0.001 0.065
Si 0.08 5.566 20.348 -0.007 -0.004 0.058
Si 2.851 8.272 20.552 -0.02 -0.019 0.06
Si -0.004 -5.487 20.424 -0.016 -0.026 0.047
Si 2.557 -2.764 20.584 0.032 0.051 0.038
Si 5.326 0.097 20.686 -0.06 -0.002 0.045
Si 8.157 2.719 20.481 0.02 0.023 0.05
Si 5.548 5.486 20.485 -0.013 -0.005 0.064
Si 8.114 8.099 20.103 0.011 -0.003 0.031
Si 5.481 -5.441 20.056 0.012 -0.002 0.049
Si 8.156 -2.821 20.476 0.027 0.001 0.068
Si -5.235 -0.11 20.487 0.008 -0.033 0.048
Si -2.632 2.789 20.391 -0.006 0 0.03
Si -5.479 5.435 20.331 0.006 0.001 0.063
Si -2.694 -8.175 20.535 -0.002 -0.022 0.06
Si -5.581 -5.467 20.377 0.004 0.022 0.029
Si -2.78 -2.884 20.08 0.009 -0.014 0.013
Si 1.29 -1.075 21.77 -0.075 -0.333 -0.623
Si 3.488 1.189 21.899 0.461 0.013 -0.712
Si 1.308 4.092 21.669 0.163 0.175 -0.588
Si 4.631 7.25 21.785 -0.125 -0.025 -0.689
Si 1.212 -6.901 21.865 0.146 0.098 -0.635
Si 4.37 -4.014 21.482 -0.452 -0.12 -0.629
Si 6.523 -1.669 21.71 0.325 0.402 -0.687
Si -6.486 1.509 21.606 -0.149 -0.137 -0.713
Si 7.1 4.34 21.897 -0.202 -0.24 -0.709
Si -7.118 6.622 21.507 0.185 -0.021 -0.679
Si 6.794 -6.822 21.388 -0.009 -0.019 -0.436
Si 9.023 -4.601 21.834 0.115 0.143 -0.691
Si -3.805 -1.635 21.7 -0.211 0.231 -0.599
Si -0.925 1.789 21.668 -0.235 -0.133 -0.659
Si -4.342 3.833 21.595 0.146 0.204 -0.745
Si -0.944 7.101 21.784 -0.186 -0.019 -0.743
Si -3.937 -6.511 21.658 -0.069 -0.286 -0.738
Si -1.7 -4.349 21.53 0.215 0.034 -0.749
Si -4.276 -5.408 25.909 0.083 -0.039 -0.127
Si 6.416 -2.118 -4.082 -0.003 0.01 -0.02
Si -6.746 6.217 -7.128 0.017 0.078 0.034
Si -2.505 1.111 -4.523 0.002 0.065 0.199
Si 4.67 0.246 26.047 0.03 -0.034 0.041
Si -4.474 -7.546 -2.751 -0.016 -0.012 0.053
Si 5.26 5.226 -2.12 -0.033 -0.001 0.151
Si 5.836 -3.787 -6.753 -0.026 0.016 0.005
Si 3.066 5.553 23.979 -0.141 0.002 -0.176
Si 6.129 -1.845 24.62 0.1 -0.091 -0.097
Si -5.392 -3.36 23.95 -0.029 0.044 -0.095
Si -1.225 5.497 -2.458 -0.033 0.07 0.131
Si 8.021 8.065 -5.23 0.124 -0.016 0.02
Si -7.178 1.307 24.514 0 0.037 -0.055
Si -5.346 1.086 -4.915 -0.098 -0.008 -0.03
Si -1.372 5.328 24.413 0.054 0.097 -0.011
Si -7.191 0.171 -7.123 -0.014 0.097 -0.082
Si -3.137 0.742 26.288 0.048 -0.064 -0.002
Si 2.241 7.704 26.253 0.154 -0.002 -0.211
Si -2.026 -6.448 -4.226 -0.173 0.006 0.113
Si -4.088 5.483 24.186 -0.061 -0.074 -0.079
Si -5.65 -0.195 -2.026 0.006 -0.037 0.149
Si 4.868 -4.745 24.386 -0.081 0.033 -0.085
Si -5.411 8.065 23.618 -0.013 0.043 -0.115
Si -8.056 -5.717 -6.839 -0.095 -0.055 -0.035
Si 2.987 3.014 -2.147 0.021 -0.053 0.172
Si 5.417 6.482 -4.93 -0.035 -0.021 0.001
Si -6.596 -7.215 26.302 -0.028 -0.014 0.002
Si 3.851 -3.201 -2.96 0.031 -0.01 0.093
Si 2.884 -8.098 -5.15 0.04 0.058 -0.041
Si -7.473 -7.855 -2.238 0.033 0.124 0.17
Si 3.528 2.679 24.768 -0.156 -0.038 -0.094
Si -1.512 7.349 -5.969 0.043 -0.041 0.058
Si -6.355 3.913 25.479 0.025 -0.063 -0.081
Si -1.373 -1.62 26.309 0.099 0 -0.007
Si -1.278 -1.93 23.263 0.064 0.071 -0.118
Si -0.025 -5.345 -2.06 0.029 0.05 0.082
Si 6.451 -0.003 -5.994 0.12 0.024 -0.001
Si -7.82 -2.423 -2.035 0.006 -0.031 0.192
Si -5.645 -0.93 25.918 0.029 0.02 -0.108
Si -2.471 2.876 -1.943 0.019 0.063 0.059
Si 3.425 -4.985 -5.398 0.058 0.046 -0.046
Si 6.723 -6.312 26.144 -0.06 0.141 0.109
Si 1.041 -2.644 -2.861 -0.179 0.049 0.092
Si 1.995 3.534 -4.988 0.077 0.045 0.061
Si -1.412 -1.625 -4.672 0.015 -0.056 -0.052
Si 7.175 3.477 24.857 0.023 -0.043 -0.175
Si -5.355 4.037 -5.699 0.094 -0.029 -0.022
Si 2.061 -5.825 24.779 0.022 -0.036 -0.151
Si 0.916 6.264 -4.459 -0.07 -0.051 -0.037
Si -2.692 -3.98 -5.916 -0.066 0.15 0.038
Si -1.456 2.272 24.472 -0.044 0.007 -0.086
Si -0.757 2.815 -6.325 -0.067 0.072 -0.144
Si -3.639 6.174 -4.29 -0.018 0.176 0.043
Si 1.378 -1.383 5.453 -0.004 0.003 0.008
Si 4.069 1.346 5.444 0.002 0.003 0.001
Si 1.373 4.064 5.412 -0.018 -0.011 0.003
Si 4.096 6.798 5.406 -0.005 -0.01 0.004
Si 1.383 9.527 5.411 0.008 -0.003 0
Si 4.089 12.236 5.418 0.005 -0.001 0.009
Si 6.78 -1.35 5.414 0 0.014 0.009
Si 9.499 1.355 5.451 -0.008 0.01 0.009
Si 6.8 4.12 5.461 0 -0.001 0.012
Si 9.514 6.805 5.449 -0.002 0.002 0.012
Si 6.789 9.52 5.436 -0.001 -0.001 0.002
Si -6.823 -4.077 5.456 0.006 -0.003 0.003
Si -4.114 -1.356 5.475 -0.002 -0.009 0.005
Si -1.349 1.361 5.471 0.004 -0.013 0.014
Si -4.08 4.081 5.466 -0.002 0.002 0.01
Si -1.349 6.804 5.446 0.014 -0.013 0.008
Si -4.077 -6.792 5.433 -0.003 -0.005 0.007
Si -1.344 -4.115 5.444 0.006 0 0.005
Si 2.719 -0.008 6.813 -0.008 -0.004 0.004
Si 5.436 2.724 6.789 0.009 0.004 0.003
Si 2.733 5.434 6.77 0.006 -0.004 -0.001
Si 5.435 8.157 6.793 0.009 0.019 0
Si 2.725 10.887 6.787 0.002 0.008 0.001
Si 5.441 -2.722 6.786 -0.011 -0.002 -0.002
Si 8.137 -0.003 6.8 -0.001 -0.004 0
Si 10.871 2.714 6.808 0.004 0.005 0
Si 8.167 5.454 6.826 0.003 0 0.002
Si -5.442 -8.15 6.797 -0.006 0.002 0.002
Si -8.175 -5.446 6.806 -0.007 0.002 0.007
Si 10.858 -2.724 6.823 -0.006 0.002 0.005
Si -2.72 -0.008 6.813 0.012 0.003 0.003
Si 0.011 2.732 6.806 -0.001 0.001 -0.001
Si -2.713 5.445 6.809 -0.001 0.002 0.003
Si 0.025 8.165 6.786 -0.005 -0.003 0.001
Si -2.71 -5.456 6.809 0.011 -0.003 -0.005
Si -0.002 -2.732 6.801 0.001 0.005 0.005
Si 1.357 1.357 8.166 -0.012 -0.006 0.001
Si 4.078 4.08 8.153 -0.006 -0.004 -0.007
Si 1.377 6.794 8.142 -0.005 -0.003 -0.004
Si 4.077 9.52 8.151 -0.007 -0.012 0
Si 1.366 -4.08 8.156 -0.004 0 -0.005
Si 4.086 -1.366 8.158 0.015 0.013 0.001
Si 6.792 1.367 8.157 0.006 0.005 0.003
Si 9.52 4.077 8.17 -0.006 0.001 0.003
Si 6.799 6.814 8.169 0.004 -0.003 -0.005
Si -6.803 -6.797 8.164 0.01 0.011 -0.004
Si 6.788 -4.083 8.16 0 -0.006 -0.004
Si 9.497 -1.361 8.169 -0.005 -0.011 -0.001
Si -4.079 1.358 8.164 0.001 -0.001 -0.009
Si -1.352 4.086 8.166 0.011 0.007 0.001
Si -4.084 6.803 8.156 0 -0.004 -0.007
Si -1.347 -6.812 8.159 -0.004 0.005 -0.001
Si -4.077 -4.083 8.162 0.004 0.011 -0.003
Si -1.359 -1.368 8.166 -0.006 -0.005 0.002
Si -0.003 -0.001 9.528 -0.007 0.003 0.004
Si 2.721 2.72 9.519 -0.002 0.002 -0.002
Si 0.013 5.444 9.512 -0.01 0.002 0.002
Si 2.727 8.156 9.512 0 0.009 -0.001
Si 0.006 -5.44 9.512 0.007 0.008 0
Si 2.717 -2.716 9.519 -0.004 -0.004 -0.006
Si 5.438 0 9.514 -0.002 -0.004 -0.003
Si 8.155 2.719 9.52 0.006 -0.005 -0.001
Si 5.439 5.441 9.517 0.013 0.004 0
Si -8.159 -8.155 9.533 -0.004 0.001 0.001
Si 5.43 -5.441 9.522 -0.001 0.007 -0.004
Si 8.147 -2.727 9.524 -0.005 0.001 0.002
Si -5.445 -0.002 9.518 -0.001 0.004 -0.003
Si -2.713 2.716 9.521 -0.007 0.005 -0.003
Si -5.435 5.438 9.52 0.005 -0.003 -0.003
Si -2.718 8.156 9.513 0.003 -0.015 -0.001
Si -5.443 -5.439 9.523 -0.003 -0.01 0.001
Si -2.724 -2.721 9.526 0.01 -0.004 0.002
Si 1.365 -1.353 10.888 0.003 -0.002 0.002
Si 4.082 1.358 10.876 0.01 -0.007 0
Si 1.36 4.079 10.878 -0.003 0.007 0.001
Si 4.084 6.801 10.882 -0.007 0 -0.001
Si 1.367 9.521 10.866 -0.01 -0.009 -0.001
Si 4.069 -4.077 10.88 -0.003 0.007 0
Si 6.79 -1.362 10.876 0.008 -0.002 -0.004
Si 9.517 1.359 10.874 -0.005 0.007 -0.001
Si 6.798 4.08 10.878 -0.002 -0.003 -0.003
Si -6.797 -9.529 10.883 0.005 -0.012 0.002
Si -9.525 -6.794 10.889 0.002 0.004 -0.001
Si 9.514 -4.079 10.884 0.002 0.004 -0.005
Si -4.086 -1.357 10.886 -0.004 -0.001 0.006
Si -1.363 1.357 10.894 0.002 0.001 0.004
Si -4.074 4.074 10.876 0.007 0.001 0.004
Si -1.356 6.798 10.867 -0.005 0.007 0.001
Si -4.081 9.514 10.872 0.007 0.01 -0.007
Si -1.351 -4.077 10.873 -0.007 -0.009 -0.003
Si 2.729 0.008 12.251 0.006 0.018 0.002
Si 5.444 2.713 12.235 0.001 0.007 -0.003
Si 2.72 5.439 12.236 -0.005 -0.008 0.009
Si 5.439 8.163 12.251 0.011 0.002 0.007
Si 2.712 10.883 12.239 -0.005 -0.007 0.001
Si 5.423 -2.71 12.238 0.002 -0.001 -0.001
Si 8.155 -0.004 12.226 -0.004 -0.008 0
Si 10.879 2.715 12.232 -0.003 -0.002 -0.005
Si 8.166 5.425 12.243 -0.001 -0.002 0.001
Si -5.432 -8.172 12.239 0.001 0.003 0.004
Si -8.169 -5.431 12.25 0.002 0.004 -0.001
Si 10.869 -2.714 12.245 -0.003 -0.012 0.005
Si -2.729 0 12.258 -0.006 -0.001 0.003
Si 0.006 2.72 12.249 -0.007 0 0.002
Si -2.705 5.43 12.227 0.004 0.002 -0.004
Si 0.001 8.166 12.215 -0.002 0.002 -0.004
Si -2.717 -5.439 12.217 0.008 0.006 -0.001
Si 0 -2.713 12.242 -0.004 0 -0.003
Si 1.374 1.37 13.615 0.002 -0.004 0.003
Si 4.074 4.063 13.588 0.013 0.004 0.002
Si 1.353 6.811 13.577 -0.016 0.013 -0.004
Si 4.071 9.531 13.606 0.001 0.004 0.003
Si 1.356 -4.072 13.602 -0.01 0.006 0.004
Si 4.092 -1.342 13.62 0.001 -0.016 -0.002
Si 6.808 1.352 13.592 0.01 -0.002 0
Si 9.522 4.055 13.608 0.01 -0.007 0.001
Si 6.808 6.788 13.596 -0.002 -0.008 -0.001
Si -6.799 -6.806 13.587 -0.003 0.005 0.004
Si 6.773 -4.067 13.6 0.002 0.011 -0.005
Si 9.497 -1.354 13.601 -0.005 0.01 0.003
Si -4.1 1.363 13.612 -0.014 0.022 0.003
Si -1.351 4.086 13.606 0 -0.001 0.005
Si -4.063 6.777 13.59 0.019 -0.014 0.003
Si -1.356 9.525 13.571 -0.013 0 -0.007
Si -4.069 -4.078 13.576 0.008 -0.008 -0.005
Si -1.356 -1.357 13.614 -0.001 -0.008 0.012
Si 0.016 0.007 14.969 -0.001 0.007 -0.004
Si 2.733 2.726 14.992 -0.005 -0.006 -0.004
Si 0.021 5.452 14.958 0 -0.001 -0.002
Si 2.692 8.172 14.945 -0.013 -0.016 -0.006
Si -0.029 -5.425 14.946 -0.011 -0.005 0.009
Si 2.723 -2.71 14.957 0.009 0.002 0.005
Si 5.455 0.029 14.985 0.012 0.008 0.002
Si 8.18 2.669 14.972 -0.005 0.007 0.004
Si 5.443 5.41 14.931 0.008 -0.011 -0.005
Si 8.169 8.151 14.953 0.013 -0.005 0.005
Si 5.42 10.901 14.974 -0.009 0.01 0.002
Si 8.106 -2.687 14.958 -0.009 -0.009 0.004
Si -5.474 0.003 14.972 0.004 -0.01 0.007
Si -2.732 2.734 14.955 0.002 -0.017 -0.002
Si -5.426 5.414 14.951 0.005 0.002 0.003
Si -2.681 8.137 14.923 0.008 0.007 -0.005
Si -5.42 -5.446 14.922 0.005 0.003 -0.007
Si -2.726 -2.727 14.962 -0.006 -0.001 -0.006
O 2.453 -0.034 22.273 -0.092 -0.011 0.208
O -7.166 7.179 -1.305 -0.253 -0.255 -0.254
O 0.949 -6.4 -1.327 0.187 0.05 -0.534
O -2.804 -5.417 22.091 0.15 -0.251 0.281
O -2.703 -2.663 -0.426 -0.19 -0.085 -0.639
O -1.225 -3.486 22.822 0.268 -0.241 0.414
O 3.596 1.667 -1.466 -0.167 -0.242 -0.312
O 6.173 -5.605 24.803 0.292 0.085 -0.481
O 7.744 -6.955 -1.42 0.005 -0.088 -0.456
O -5.332 0.568 -3.395 0.352 0.329 -0.094
O 7.868 -5.767 22.15 -0.082 0.04 0.448
O -5.444 -5.421 -0.39 0.097 0.166 -0.152
O -3.566 -6.623 -3.727 -0.23 0.306 -0.322
O -6.696 -4.068 23.269 -0.215 0.213 0.191
O 0.131 -8.073 22.29 0.11 -0.177 0.124
O 1.906 4.912 22.992 -0.094 0.002 0.109
O -0.228 5.714 25.465 0.577 -0.139 -0.009
O -8.156 2.732 -0.452 -0.124 0.078 -0.416
O -7.095 0.849 22.969 -0.359 -0.347 0.057
O -0.956 -1.32 -6.211 0.27 0.248 0.04
O 5.755 -7.893 22.182 -0.06 -0.167 0.128
O 3.514 2.074 23.266 0.124 0.169 0.055
O -2.414 -1.106 22.419 0.077 0.347 0.138
O -8.098 5.497 22.185 -0.15 0.223 0.202
O -3.341 -6.747 25.756 0.365 -0.185 -0.437
O -1.344 1.587 -5.495 0.379 -0.568 0.126
O -1.872 -3.559 -7.236 -0.038 -0.473 -0.528
O -1.421 1.333 23.157 -0.369 -0.582 0.188
O -6.436 0.857 -1.107 0.181 0.061 -0.076
O 7.185 -1.761 25.847 0.65 -0.099 -0.08
O 0.219 5.811 -3.08 0.289 -0.122 0.594
O -4.739 -6.922 23.023 -0.172 0.289 0.488
O -1.618 6.634 -1.359 -0.304 0.406 -0.241
O -2.83 1.961 25.262 -0.377 0.368 -0.144
O -4.432 -4.515 24.568 0.386 -0.129 -0.168
O -1.991 -5.277 -5.306 0.074 0.047 -0.131
O -4.638 -2.523 22.787 0.089 -0.344 0.23
O 1.829 -7.229 25.531 -0.39 -0.032 0.109
O 7.715 -0.578 -6.844 -0.112 -0.396 -0.055
O 4.083 6.493 23.128 0.002 -0.049 0.589
O -2.805 5.494 25.153 -0.177 0.246 0.47
O 5.007 -0.684 24.773 -0.654 0.039 -0.428
O 3.758 -3.735 -1.431 -0.461 0.284 -0.163
O -5.407 2.67 22.01 -0.098 -0.104 0.177
O 2.721 8.137 -0.489 -0.155 -0.102 -0.256
O 6.567 3.837 23.381 -0.411 -0.175 0.144
O 5.165 -2.279 -3.079 0.044 0.423 0.52
O 3.928 -4.46 -3.96 0.073 -0.214 0.206
O 6.22 3.755 26.13 -0.61 0.474 -0.168
O -4.36 7.27 -3.343 -0.477 -0.115 0.316
O 2.196 2.547 25.664 -0.045 0.404 0.206
O -8.102 7.982 -3.635 -0.123 -0.331 -0.095
O 0.144 -2.241 26.32 0.632 0.465 -0.388
O 1.091 -4.627 25.286 -0.032 0.08 -0.173
O -7.843 4.403 25.11 -0.02 0.734 0.088
O -6.556 -1.484 -2.325 0.233 -0.149 -0.384
O -7.308 -3.77 -1.304 -0.096 -0.197 -0.418
O 1.027 -2.033 -1.367 0.266 -0.02 0.056
O 6.506 4.625 -1.287 0.284 -0.043 -0.225
O -5.808 2.638 -5.029 -0.394 0.135 0.236
O -6.645 7.591 22.714 -0.239 0.505 0.131
O 4.669 -4.869 -6.435 0.152 -0.297 -0.465
O -6.093 2.491 24.756 0.738 -0.169 0.214
O 2.06 5.153 -4.817 0.513 0.19 -0.236
O -4.313 -0.714 -1.27 0.317 0.13 -0.311
O -5.405 5.445 -0.424 0.068 -0.022 -0.443
O 6.585 -0.544 -4.471 0.307 0.291 0.187
O 2.957 2.927 -6.134 0.419 -0.536 0.345
O 6.936 3.94 -7.072 0.158 0.096 0.015
O -0.918 -4.512 -1.021 -0.129 -0.014 0.016
O 1.853 3.615 -1.169 -0.343 -0.263 -0.233
O 2.943 -6.499 -5.184 -0.198 0.072 0.062
O -4.353 3.794 -6.947 -0.232 -0.144 -0.107
O 2.203 -4.094 -6.007 -0.721 0.066 0.184
O 4.187 4.058 -2.347 0.066 0.191 -0.071
O 5.281 -3.218 24.669 -0.145 0.124 0.348
O 1.682 7.674 -4.215 -0.318 0.151 0.364
O -7.076 7.433 -6.096 0.098 0.295 -0.111
O -1.812 -1.899 24.778 -0.507 0.166 -0.053
O -3.857 -7.369 -1.254 0.641 -0.337 -0.051
O 4.949 5.361 -6.001 -0.261 -0.339 0.049
O 2.952 -1.839 -7.219 -0.262 0.346 0.333
O -1.04 -6.141 -3.001 -0.025 -0.432 0.156
O 5.633 -5.435 -0.601 0.145 -0.11 -0.563
O -2.776 2.227 -3.383 -0.154 0.088 -0.523
O 5.794 5.777 -3.53 0.566 -0.102 0.016
O 0.194 5.434 -0.142 0.092 0.119 -0.272
O -6.62 4.849 -6.276 -0.253 -0.417 0.024
O 3.821 4.271 24.632 0.501 0.035 0.198
O 6.123 -2.938 -5.423 0.006 -0.033 0.084
O 2.542 7.672 -6.621 0.162 -0.278 -0.076
O 0.291 2.845 22.021 0.005 -0.157 0.057
O -0.255 1.936 25.458 0.041 -0.259 0.083
O -3.011 6.766 -5.67 -0.198 -0.238 -0.245
O -3.791 3.598 -1.338 -0.223 0.026 -0.487
O -1.357 6.283 23.123 -0.259 0.104 0.297
O 7.418 -1.647 -1.131 0.027 -0.102 -0.365
O 0.245 -1.385 23.018 0.034 0.07 0.398
O -1.802 4.048 -6.496 -0.052 0.346 0.53
O 4.409 -4.908 22.846 -0.143 -0.448 0.067
O -6.633 -5.067 -6.491 0.11 0.222 0.724
O -0.113 -2.037 -3.801 0.046 0.18 0.023
O 5.439 -0.002 -0.5 -0.039 -0.138 -0.435
O 0.87 -4.26 -2.853 0.498 -0.382 -0.564
O 4.545 6.429 -1.317 0.048 0.156 -0.437
O 3.559 -5.308 25.155 0.07 0.018 0.408
O -6.053 -7.143 -2.634 0.032 0.599 0.03
O 2.543 -2.34 -3.377 0.124 0.561 -0.471
O 6.988 -1.551 23.278 0.489 0.153 0.184
O -0.095 0.041 -0.359 0.328 0.149 -0.393
O 5.046 -0.472 -6.598 -0.456 0.101 0.28
O -1.264 3.956 -1.94 0.488 -0.197 -0.15
O 7.668 1.915 24.835 -0.496 -0.358 0.327
O 7.753 -2.742 -3.426 0.17 -0.653 -0.139
O 7.81 -6.702 -5.642 -0.425 0.428 0.241
O -8.101 -6.833 25.929 0.195 0.148 -0.121
O -3.798 4.44 22.996 0.538 -0.22 0.064
O -4.674 4.989 -4.589 0.037 -0.098 0.624
O -6.848 0.053 25.455 -0.263 -0.156 0.267
O -4.211 -0.252 25.597 0.269 0.019 -0.551
O 2.541 6.538 25.158 -0.248 -0.191 -0.152
O -2.028 1.665 -0.998 -0.432 -0.367 0.016
O 0.489 3.289 -5.468 -0.333 -0.081 -0.04
O -6.258 0.102 -5.808 0.114 -0.451 0.201
O 5.315 -2.747 21.824 -0.173 -0.023 -0.045
O 1.762 -6.119 23.2 0.086 0.257 0.03
O 6.506 1.603 -6.179 -0.488 0.375 0.336
O 2.33 2.764 -3.602 0.035 -0.27 -0.046
O 7.181 -4.561 -7.157 -0.019 -0.022 -0.535
O -2.373 5.536 -3.56 0.085 -0.451 -0.327
O -2.54 -2.799 -4.796 -0.373 0.045 0.572
O 6.708 7.2 -5.575 0.123 -0.232 -0.166
O -5.793 -2.338 25.142 -0.455 -0.304 0.167
O 4.637 1.764 25.509 0.251 0.194 -0.107
O -1.267 3.792 23.989 0.04 -0.15 -0.574
O -5.393 5.092 25.003 -0.171 0.28 0.313
O -2.07 -0.337 -3.954 -0.18 -0.247 0.611
O -4.192 -4.322 -6.367 0.096 0.02 0.194
O -1.403 -7.733 -4.95 0.543 -0.23 0.335
O -5.966 -8.068 25.097 -0.086 -0.349 0.233
O -4.26 6.946 23.553 0.363 0.184 -0.309
O -3.827 0.973 -5.438 0.12 -0.05 -0.571
O -0.232 6.403 -5.609 0.032 -0.353 -0.358
O 4.285 7.596 -4.664 0.181 0.5 0.313

Results
total energy: -101654.633 eV
total energy less fixed offsets of O -438.25, Si -107.07 eV per atom: -1.433 eV
